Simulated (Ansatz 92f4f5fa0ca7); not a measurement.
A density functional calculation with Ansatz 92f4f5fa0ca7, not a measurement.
Periodic cell of 357 atoms, Si241O116, from a study of silicon, its oxide and their interface. The atomic structure is a simulated model.
Doubt: the cutoff is far below the 930 eV that the study's wrapper takes by default for these files, so forces and energies are approximate.
This geometry differs little from another in the collection (a relaxation step or a small displacement).

Settings
functional: PBE
potential files: Ansatz PAW
basis: plane waves
wave-function cutoff: 580 eV
density cutoff ratio: 5
exchange-correlation grid ratio: 1
k mesh: 1 x 1 x 1, Gamma-centred
self-consistency stop: 5e-08 eV per atom in the density residual
occupations: fixed
spin: none
net charge: 0

Cell vectors (angstrom)
a  11.6015  0  0
b  0  13.3963  0
c  0  0  40.7517

Atoms: element, x, y, z (angstrom)
Si  0  2.2327  1.1851
Si  3.8672  2.2327  1.1851
Si  7.7343  2.2327  1.1851
Si  1.9336  5.5818  1.1851
Si  5.8008  5.5818  1.1851
Si  9.6679  5.5818  1.1851
Si  0  8.9308  1.1851
Si  3.8672  8.9308  1.1851
Si  7.7343  8.9308  1.1851
Si  1.9336  12.2799  1.1851
Si  5.8008  12.2799  1.1851
Si  9.6679  12.2799  1.1851
Si  1.9336  1.1164  1.9745
Si  5.8008  1.1164  1.9745
Si  9.6679  1.1164  1.9745
Si  0  4.4654  1.9745
Si  3.8672  4.4654  1.9745
Si  7.7343  4.4654  1.9745
Si  1.9336  7.8145  1.9745
Si  5.8008  7.8145  1.9745
Si  9.6679  7.8145  1.9745
Si  0  11.1635  1.9745
Si  3.8672  11.1635  1.9745
Si  7.7343  11.1635  1.9745
Si  1.9336  1.1164  4.3426
Si  5.8008  1.1164  4.3426
Si  9.6679  1.1164  4.3426
Si  0  4.4654  4.3426
Si  3.8672  4.4654  4.3426
Si  7.7343  4.4654  4.3426
Si  1.9336  7.8145  4.3426
Si  5.8008  7.8145  4.3426
Si  9.6679  7.8145  4.3426
Si  0  11.1635  4.3426
Si  3.8672  11.1635  4.3426
Si  7.7343  11.1635  4.3426
Si  0  0  36.4111
Si  3.8672  0  36.4111
Si  7.7343  0  36.4111
Si  1.9336  3.3491  36.4111
Si  5.8008  3.3491  36.4111
Si  9.6679  3.3491  36.4111
Si  0  6.6981  36.4111
Si  3.8672  6.6981  36.4111
Si  7.7343  6.6981  36.4111
Si  1.9336  10.0472  36.4111
Si  5.8008  10.0472  36.4111
Si  9.6679  10.0472  36.4111
Si  0  0  38.7793
Si  3.8672  0  38.7793
Si  7.7343  0  38.7793
Si  1.9336  3.3491  38.7793
Si  5.8008  3.3491  38.7793
Si  9.6679  3.3491  38.7793
Si  0  6.6981  38.7793
Si  3.8672  6.6981  38.7793
Si  7.7343  6.6981  38.7793
Si  1.9336  10.0472  38.7793
Si  5.8008  10.0472  38.7793
Si  9.6679  10.0472  38.7793
Si  0  2.2327  39.5687
Si  3.8672  2.2327  39.5687
Si  7.7343  2.2327  39.5687
Si  1.9336  5.5818  39.5687
Si  5.8008  5.5818  39.5687
Si  9.6679  5.5818  39.5687
Si  0  8.9308  39.5687
Si  3.8672  8.9308  39.5687
Si  7.7343  8.9308  39.5687
Si  1.9336  12.2799  39.5687
Si  5.8008  12.2799  39.5687
Si  9.6679  12.2799  39.5687
Si  -0.2214  -0.0804  29.4105
Si  3.606  0.119  29.5614
Si  5.4681  -1.1495  30.2852
Si  1.5842  3.114  29.4282
Si  5.4881  3.3184  29.4022
Si  9.4492  3.0061  29.5101
Si  -0.2313  6.6685  29.2969
Si  3.6263  6.6789  29.1846
Si  7.6913  5.9509  28.6512
Si  1.3596  10.0578  29.146
Si  5.119  10.3417  28.968
Si  9.0835  9.8018  30.2376
Si  -0.2586  2.042  30.4159
Si  3.592  2.2909  30.3589
Si  7.4014  2.0968  30.1279
Si  1.7205  5.4744  29.9836
Si  5.6579  5.6077  29.9079
Si  9.529  5.3323  29.9836
Si  -0.3516  8.8513  30.2277
Si  3.3834  8.9582  29.8415
Si  7.8655  9.0626  28.4443
Si  1.6988  12.2058  30.1206
Si  7.2744  13.2641  29.2442
Si  9.3235  12.1992  30.0343
Si  -0.0749  2.2287  32.6929
Si  3.7832  2.2908  32.6566
Si  7.6058  2.1933  32.4877
Si  1.8547  5.5603  32.3869
Si  5.7732  5.6527  32.3158
Si  9.567  5.5562  32.3819
Si  0.0172  8.8973  32.5392
Si  3.8085  8.9684  32.2631
Si  7.9142  9.0848  32.3137
Si  1.842  12.2576  32.4889
Si  5.6877  12.2527  32.5976
Si  9.563  12.3686  32.4298
Si  1.8755  1.0923  33.3414
Si  5.7098  1.1034  33.3307
Si  9.5643  1.1394  33.3296
Si  -0.075  4.5064  33.2592
Si  3.8344  4.5663  33.2498
Si  7.6423  4.4634  33.205
Si  1.9732  7.7902  33.2174
Si  5.856  7.9248  33.0128
Si  9.6636  7.7898  33.2624
Si  -0.1099  11.1707  33.2401
Si  3.7595  11.1162  33.2776
Si  7.6986  11.2123  33.3022
Si  1.9301  1.1044  35.6732
Si  5.7941  1.1145  35.6659
Si  9.6498  1.113  35.6664
Si  -0.01  4.4771  35.6251
Si  3.8668  4.489  35.6205
Si  7.7229  4.4659  35.595
Si  1.9433  7.8042  35.6034
Si  5.8129  7.8375  35.5036
Si  9.6646  7.8004  35.6276
Si  -0.0142  11.1664  35.6128
Si  3.853  11.1481  35.6355
Si  7.7319  11.1681  35.6499
Si  0.0096  -0.0004  5.0955
Si  3.8817  0.0069  5.1457
Si  7.7395  0.0019  5.1452
Si  1.9484  3.3409  5.1584
Si  5.8082  3.3469  5.1815
Si  9.6796  3.3381  5.1493
Si  -0.0071  6.685  5.1228
Si  3.874  6.7002  5.118
Si  7.731  6.71  5.0664
Si  1.9507  10.0518  5.1142
Si  5.8053  10.0541  5.1435
Si  9.6668  10.0447  5.1021
Si  0.0945  -0.0026  7.4373
Si  3.976  0.0199  7.525
Si  7.8126  -0.0002  7.5238
Si  2.0422  3.3141  7.5496
Si  5.8949  3.3451  7.5905
Si  9.7558  3.3026  7.5311
Si  0.0171  6.649  7.4817
Si  3.9121  6.7019  7.4756
Si  7.7621  6.7084  7.3906
Si  2.0347  10.0528  7.4698
Si  5.8693  10.0616  7.52
Si  9.722  10.0373  7.4487
Si  0.121  2.175  8.3163
Si  3.9817  2.2153  8.4343
Si  7.8465  2.2084  8.386
Si  1.9907  5.577  8.2363
Si  5.8626  5.6272  8.2684
Si  9.6342  5.5554  8.2262
Si  0.0838  8.9109  8.1226
Si  3.9523  8.9182  8.2982
Si  7.7998  8.9198  8.2671
Si  2.0323  12.3021  8.2454
Si  5.8988  12.2901  8.366
Si  9.7848  12.2678  8.2108
Si  0.2515  1.8436  10.6617
Si  4.1086  2.0299  10.8509
Si  8.0346  2.0051  10.7648
Si  1.8718  5.7467  10.5732
Si  6.4188  5.8556  10.5595
Si  8.8232  5.6128  10.44
Si  0.1854  8.9557  10.42
Si  3.9961  8.8907  10.6734
Si  7.8106  9.0072  10.6327
Si  2.1539  12.2603  10.5981
Si  5.9955  12.2734  10.7681
Si  7.9658  11.1792  11.3609
Si  2.2161  0.9393  11.692
Si  6.0934  1.0485  11.6811
Si  9.9203  0.7822  11.4217
Si  -0.2259  3.7968  11.7749
Si  4.2915  4.055  11.929
Si  8.9622  3.8278  11.8843
Si  2.0019  7.8963  11.3979
Si  5.9434  7.91  11.5644
Si  9.8583  8.2284  11.4682
Si  0.2883  11.0622  11.2735
Si  4.0271  11.1171  11.3937
Si  9.917  12.0829  10.5392
O  3.7789  11.1366  13.0422
O  10.1146  8.6367  13.0561
O  5.9612  7.9022  13.2346
O  8.1872  4.2122  13.3075
O  0.6571  3.6867  13.1471
O  6.2429  1.1836  13.3485
O  9.9216  0.8484  13.098
O  0.4588  10.7399  12.8882
O  4.1929  4.0074  13.5571
O  2.3342  0.8785  13.373
O  8.305  11.2519  12.9969
O  1.8811  7.8764  13.0591
O  8.1826  9.9367  27.0829
O  1.0475  10.1942  27.5108
O  5.1158  11.0095  27.4422
O  11.3738  6.9292  27.6306
O  7.7434  5.0547  27.2445
O  6.7954  13.1485  27.6252
O  7.9977  7.4748  28.143
O  0.1338  0.2118  27.7933
O  9.5599  2.4608  27.9303
O  3.5356  6.7419  27.5248
O  1.5135  2.5924  27.8277
O  3.7739  0.6123  27.986
Si  5.4593  8.0314  17.6056
Si  2.0243  4.6219  19.9275
Si  3.6528  0.7824  26.3722
Si  8.2866  8.7223  18.9906
Si  7.8047  4.4999  25.6923
Si  3.0605  5.9708  26.1699
Si  -0.0555  5.8258  26.4294
Si  1.1587  9.0758  16.5033
Si  9.107  2.9416  18.8146
Si  10.4112  0.3291  14.5618
Si  7.9262  5.3819  14.403
Si  8.4725  -0.3124  21.8022
Si  8.9808  9.5597  25.6965
Si  0.5187  -1.1229  19.3703
Si  2.3547  7.1067  14.4115
Si  0.3441  11.2023  14.4261
Si  5.0341  3.4815  26.1931
Si  10.0716  4.4812  16.4907
Si  4.0669  5.1013  17.7854
Si  10.4898  7.3438  17.1428
Si  3.8516  3.5348  15.0775
Si  5.5113  7.0821  14.5895
Si  13.8975  8.1105  24.232
Si  1.0809  7.2479  21.4406
Si  1.7389  0.3815  14.8377
Si  9.3748  6.8368  24.5616
Si  0.8547  1.3873  26.9019
Si  4.6469  11.3533  14.3955
Si  7.0353  11.1588  23.9517
Si  -0.1483  0.424  22.1
Si  5.6334  0.9241  14.8542
Si  9.4817  7.3376  21.5264
Si  2.8432  13.5325  17.7322
Si  7.6742  10.7303  14.4015
Si  13.5577  10.1503  21.1053
Si  8.0847  13.2046  16.3265
Si  0.556  10.0636  25.9531
Si  3.6167  10.5717  17.21
Si  4.0217  10.5144  23.0183
Si  10.1669  3.0575  26.5461
Si  13.1566  11.7777  23.5912
Si  9.0926  11.7976  18.9211
Si  6.9733  2.17  20.5569
Si  -2.928  4.524  21.0161
Si  9.2883  8.1154  14.3555
Si  4.1823  2.635  19.4337
Si  -0.4896  3.0359  20.8599
Si  5.8217  12.2549  26.6231
Si  1.0072  4.1988  14.6375
O  0.1425  -0.2627  20.6737
O  12.7265  10.6346  22.4612
O  2.2309  3.2596  15.1865
O  11.2496  4.0171  15.489
O  8.4505  10.3149  18.6771
O  2.1351  8.0564  15.7033
O  2.058  0.7496  25.9901
O  4.5819  12.9714  25.8283
O  0.839  -0.2003  23.2351
O  1.0866  11.3363  25.0836
O  8.972  7.9471  25.6535
O  8.9437  3.3255  25.5148
O  4.7673  12.9406  14.7433
O  6.3413  5.6608  14.6841
O  2.5368  5.1161  18.4329
O  10.25  7.6187  15.5538
O  3.5751  10.3213  21.4317
O  4.1104  4.6987  16.2025
O  3.064  3.4147  20.3695
O  10.7235  11.7529  18.6805
O  11.0651  7.0831  21.1375
O  9.2564  7.8442  18.0405
O  1.4747  5.7553  14.6141
O  8.3906  12.8752  17.8974
O  6.7464  0.7045  16.037
O  2.0701  10.0842  17.3871
O  1.6034  -4.7854  20.7054
O  8.7726  12.234  20.4499
O  6.3692  3.831  25.3171
O  3.2024  11.8576  23.5312
O  13.0963  11.0632  19.8534
O  1.6219  12.1435  14.8021
O  3.9913  4.6849  25.947
O  10.5263  10.0814  25.8152
O  8.4773  6.8058  13.8507
O  3.552  1.3695  18.5729
O  9.4768  7.6226  23.1339
O  0.2342  1.0198  14.9677
O  11.8224  8.2062  17.5202
O  3.7385  12.1237  17.7886
O  5.7826  7.9172  15.9859
O  3.9427  10.581  15.621
O  4.2985  2.1222  25.7148
O  2.6045  0.6691  16.1952
O  9.3041  0.6816  15.6882
O  10.595  12.0992  14.5831
O  7.6898  2.1542  19.0584
O  12.8192  8.7042  25.3177
O  5.6291  10.5832  23.294
O  3.3958  9.2234  23.7976
O  8.2181  5.6755  24.6236
O  7.4919  0.9347  21.4629
O  1.3575  13.2074  18.3343
O  8.69  4.9635  15.7713
O  6.078  10.6315  14.1467
O  9.8774  0.194  22.4769
O  6.7729  11.8577  25.383
O  0.2644  9.945  15.4453
O  3.9373  6.7682  14.3585
O  4.841  3.842  18.5176
O  10.8381  6.2409  25.017
O  -1.3732  2.1835  19.7552
O  8.7733  8.4665  20.5577
O  8.2968  9.3001  14.8634
O  10.8434  4.4728  26.9848
O  3.2267  6.9665  24.9099
O  1.9129  5.9449  20.8907
O  10.0664  3.9808  21.7104
O  4.7458  2.1999  15.3496
O  13.1126  5.4866  26.2237
O  5.3635  2.04  20.3833
O  10.6636  5.7339  17.3708
O  8.8989  4.4645  19.3924
O  8.4645  6.0628  21.4041
O  7.68  12.1608  22.8665
O  4.5724  9.4037  17.8773
O  9.6599  3.1309  17.3151
O  -4.2145  3.5649  21.345
O  6.7725  8.2253  18.5817
O  7.9303  11.7598  15.614
O  0.1995  2.0159  21.9252
O  8.1894  10.0597  24.3497
O  0.553  3.9254  19.9789
O  11.2979  2.0455  25.9354
O  1.4276  7.4386  23.0237
O  4.7275  6.5947  18.009
O  -16.8855  9.2256  28.9527
O  -1.8304  -20.1972  11.3929
O  -40.6332  -35.5441  11.5183
O  49.5235  -8.3458  11.3921
O  5.4356  3.2739  27.7489
O  -69.199  31.8648  10.936

Results
free energy: -219172.380 eV
free energy less fixed offsets of O -568.88, Si -635.61 eV per atom: -0.290 eV

Forces (eV/angstrom), in the order of the atoms: element, x, y, z
Si  -0.0055  0.0178  0.0114
Si  -0.0168  -0.0007  -0.0003
Si  -0.006  0.0151  -0.0159
Si  0.0114  0.0208  0.0353
Si  -0.0073  0.016  0.0286
Si  -0.0188  0.042  0.0373
Si  -0.0186  -0.0037  -0.0338
Si  0.0049  -0.0031  -0.0059
Si  -0.0045  -0.0155  0.0003
Si  -0.0107  -0.011  0.0078
Si  -0.0118  -0.0349  -0.0119
Si  -0.0049  -0.0097  0.0032
Si  0.0639  0.0016  -0.0102
Si  0.0326  0.0182  -0.0115
Si  -0.0116  -0.0166  -0.0084
Si  0.0344  -0.0718  -0.0277
Si  0.0419  -0.0394  -0.0114
Si  0.0063  -0.0805  -0.0089
Si  -0.0134  0.0055  -0.0165
Si  -0.0321  0.0605  0.0092
Si  0.0533  0.0109  0.0086
Si  0.0262  -0.0336  -0.0017
Si  0.049  0.0342  0.0108
Si  -0.009  0.022  0.0016
Si  0.1837  0.0458  -0.0298
Si  0.1015  0.0927  0.0847
Si  -0.0062  0.0054  -0.0432
Si  0.0991  -0.153  0.0942
Si  0.1125  -0.0928  0.165
Si  0.0338  -0.1424  0.1403
Si  -0.0112  -0.033  0.0167
Si  -0.0929  0.1646  -0.2036
Si  0.0859  -0.004  -0.2638
Si  0.0798  -0.053  -0.0964
Si  0.1531  0.1059  -0.0361
Si  -0.0381  0.0651  -0.0275
Si  -0.1434  -0.1106  0.1878
Si  -0.0349  -0.1707  0.2146
Si  -0.1096  -0.0453  0.3725
Si  -0.012  0.12  -0.1227
Si  -0.0452  0.1285  -0.0072
Si  -0.1346  0.1  -0.0375
Si  0.0486  0.0558  0.0288
Si  0.2654  0.2453  -0.1825
Si  -0.235  0.0452  -0.2868
Si  -0.1761  -0.1157  -0.0408
Si  -0.0379  -0.16  -0.1237
Si  -0.0096  -0.0719  0.0256
Si  -0.0438  -0.0274  0.0003
Si  -0.0079  -0.0609  0.0033
Si  -0.0401  -0.0089  -0.0077
Si  0.0007  0.0408  0.0191
Si  -0.0156  0.0455  0.0032
Si  -0.0446  0.0503  0.0059
Si  0.0298  0.0549  0.0054
Si  0.0953  0.0992  0.0206
Si  -0.0921  0.0292  0.018
Si  -0.0731  -0.0311  -0.0056
Si  -0.0229  -0.0503  0.007
Si  0.0008  -0.0179  -0.0017
Si  0.0029  -0.0236  -0.0256
Si  0.0205  -0.0054  -0.0216
Si  0.0032  -0.0257  0.0015
Si  -0.0118  -0.0169  -0.0427
Si  0.0013  -0.0103  0.0113
Si  0.0159  -0.0374  -0.0398
Si  0.0175  0.0017  0.0325
Si  -0.0072  -0.0031  0.0077
Si  0.011  0.0191  -0.0059
Si  0.0109  0.0147  -0.003
Si  0.017  0.0379  0.02
Si  0.003  0.0114  0.0127
Si  -0.024  0.0006  0.027
Si  -0.0181  -0.0025  0.0561
Si  -0.0029  0.0304  0.0011
Si  0.0025  0.001  0.0421
Si  -0.0156  -0.0022  0.0126
Si  0.0264  0.013  0.0094
Si  -0.0081  -0.0158  0.0356
Si  -0.0028  -0.0095  0.0387
Si  0.0064  -0.0049  0.0202
Si  -0.0187  -0.0196  0.092
Si  0.0027  -0.0321  0.017
Si  0.0221  -0.0037  -0.0123
Si  -0.0077  -0.0022  -0.006
Si  -0.0076  -0.0006  -0.03
Si  -0.027  -0.0223  -0.0259
Si  0.004  0.0085  -0.0165
Si  -0.0223  -0.0052  -0.0096
Si  0.0157  -0.0056  -0.0161
Si  0.0117  0.0032  -0.0254
Si  -0.0059  0.0032  -0.0196
Si  -0.0083  0.0206  0.0109
Si  0.0149  0  -0.0258
Si  0.0207  0.0077  0.0339
Si  0.0107  0.0124  -0.023
Si  0.0055  -0.0024  -0.0029
Si  0.0049  0.0048  0.0035
Si  0.0067  0.0029  0.0234
Si  0.0008  -0.0006  0.0134
Si  0.0064  0.0078  0.0125
Si  -0.0049  0.0026  0.0158
Si  0.006  -0.0112  0.0149
Si  0.005  0.0042  0.018
Si  0.0017  0.0052  0.0192
Si  0.0083  -0.0037  0.0074
Si  0.0044  -0.0013  0.0068
Si  -0.0051  0.0121  0.0194
Si  0.0045  0.0081  0.0014
Si  0.0032  0.0047  -0.0011
Si  0.01  -0.0046  -0.0018
Si  -0.0002  -0.0018  0.0056
Si  -0.0034  -0.0102  0.0002
Si  -0.0013  0.0039  -0.0004
Si  -0.0167  0.0052  -0.0029
Si  0.0004  -0.0086  0.0005
Si  -0.009  0.0086  0.0084
Si  0.0007  -0.0058  0.0092
Si  -0.0017  0.0015  -0.0112
Si  0.0104  -0.0172  -0.0007
Si  -0.0024  0.0011  -0.005
Si  0.0014  -0.0023  -0.0012
Si  -0.0009  0.0013  -0.004
Si  0.0013  -0.0025  -0.0034
Si  -0.0025  -0.0049  -0.0026
Si  -0.0007  0.0016  0.0018
Si  0  0.0063  0.0022
Si  -0.011  -0.0056  -0.0039
Si  -0.0062  0.0028  -0.0082
Si  -0.0017  0.0032  -0.0018
Si  0.0041  0.0044  -0.0009
Si  -0.0091  0.0015  -0.0056
Si  -0.0005  -0.0041  0.0049
Si  -0.0016  -0.001  -0.0014
Si  -0.0012  -0.0025  0.0024
Si  0.0056  0.0004  0.0054
Si  0.0001  -0.006  0.0028
Si  -0.0026  0.006  0.0045
Si  0.0021  0.0083  0.007
Si  0.0091  -0.0024  0.003
Si  0.0121  -0.0051  0.0033
Si  -0.004  -0.0036  0.0057
Si  0.0015  -0.0051  0.0013
Si  0.0002  -0.0044  0.0047
Si  0.0042  -0.0027  -0.0002
Si  -0.0008  -0.0072  0.0033
Si  -0.0038  -0.0079  -0.0042
Si  -0.0081  0.0202  0.0112
Si  0.0128  0.0131  0.0047
Si  0.0036  0.0147  -0.0005
Si  0.0177  -0.0076  -0.0103
Si  -0.0055  -0.0003  0.008
Si  0.0102  -0.0111  -0.0132
Si  -0.0039  -0.006  -0.0038
Si  -0.0069  0.0005  -0.0066
Si  0.0153  -0.0019  -0.0031
Si  -0.0001  0.0084  0.0034
Si  0.0017  0.0056  -0.021
Si  -0.0111  0.0114  -0.0268
Si  -0.0051  -0.0006  -0.0051
Si  -0.0039  -0.0047  -0.011
Si  -0.0148  -0.0073  -0.006
Si  -0.0066  0.0051  -0.0138
Si  0.0052  0.0042  -0.0058
Si  -0.002  -0.0002  -0.0287
Si  0.0008  0.0079  -0.003
Si  -0.0006  0.0044  -0.0134
Si  -0.0067  0.0013  0.0127
Si  -0.01  0.0342  0.0278
Si  -0.005  -0.0312  0.0125
Si  0.0058  0.0098  0.0199
Si  0.037  0.0029  0.0052
Si  0.0103  0.0074  0.021
Si  -0.0335  -0.0912  -0.0214
Si  -0.0248  0.0058  0.0297
Si  -0.0056  0.0002  0.0179
Si  -0.0557  -0.036  0.0399
Si  0.0368  -0.0072  0.0192
Si  -0.0353  -0.0278  0.0023
Si  0.0409  0.0139  -0.0064
Si  -0.0349  -0.0159  -0.0476
Si  0.0196  0.0001  -0.0301
Si  0.0097  -0.0325  -0.0229
Si  -0.0103  -0.0518  -0.008
Si  0.0195  0.0671  0.0034
Si  0.0124  0.0281  -0.0249
Si  0.0235  -0.0096  -0.0235
Si  0.0056  -0.0217  -0.0681
Si  0.0677  0.0745  0.0053
Si  -0.0225  0.0271  -0.0169
Si  0.0009  0.0006  -0.0454
Si  -0.0072  -0.0015  0.0113
O  -0.0025  0.0032  0.0365
O  -0.0045  -0.0054  0.0306
O  -0.023  -0.0104  0.0815
O  -0.0126  0.0143  0.0316
O  0.0201  0.006  0.0463
O  -0.0078  0.0042  0.0514
O  0.001  0.0012  0.0093
O  0.0007  -0.005  0.0108
O  -0.0111  -0.0143  0.0295
O  0.0045  -0.0067  0.0703
O  -0.0038  -0.004  0.0399
O  0.006  -0.0316  0.0607
O  -0.0009  0.0018  -0.0039
O  0.0115  0.0124  -0.0665
O  0.0121  0.0109  -0.0104
O  -0.0011  0.0104  -0.0341
O  -0.003  -0.0077  -0.0217
O  -0.0244  -0.0219  -0.0194
O  -0.0034  0.0004  -0.0054
O  0.0087  0.0082  -0.0096
O  -0.0062  -0.0121  0.0021
O  -0.0047  -0.0015  -0.037
O  -0.0082  -0.0181  -0.0044
O  -0.0012  0.0089  -0.0335
Si  0  0.0061  -0.0097
Si  -0.0007  0.0023  -0.0057
Si  -0.0059  0.0009  -0.0008
Si  -0.0085  0.0015  -0.0042
Si  0.0127  -0.0219  -0.0066
Si  0.0163  -0.0302  0.0063
Si  -0.0001  -0.02  0.0112
Si  0.003  0.0037  -0.0028
Si  0.0039  0.0022  0.0091
Si  0.0044  -0.0002  0.0084
Si  -0.0154  -0.0023  -0.0357
Si  -0.009  -0.0103  -0.0089
Si  -0.0059  0.0044  0.0041
Si  -0.0011  -0.0033  -0.0036
Si  0.0031  0.0148  -0.0029
Si  0.0034  0.0027  0.0078
Si  -0.0284  0.0196  0.0094
Si  -0.0054  0.0014  0.0022
Si  -0.003  -0.0008  -0.0045
Si  -0.0046  0.0029  -0.0014
Si  0.0076  0.0024  -0.0097
Si  -0.0132  0.0289  -0.0166
Si  -0.0054  -0.0089  -0.009
Si  0.0014  -0.0006  -0.0053
Si  0.0066  -0.0084  -0.0091
Si  0.0099  -0.0143  -0.0054
Si  -0.0084  0.0009  -0.0182
Si  0.0067  -0.0236  0.0067
Si  -0.0007  0.002  0.0013
Si  0.0053  -0.0027  -0.0016
Si  -0.0022  -0.0042  -0.0018
Si  -0.0009  -0.0008  -0.0023
Si  -0.0024  -0.0018  -0.0106
Si  -0.0114  -0.0035  -0.0095
Si  -0.0008  0.0037  -0.0186
Si  -0.0026  0.0045  0.0156
Si  0.0018  0.0084  -0.0045
Si  0.0046  -0.0004  -0.0055
Si  0.0039  0.0013  -0.0096
Si  0.0186  0.0047  0.0085
Si  -0.0068  0.0031  0.0027
Si  -0.0045  -0.0035  -0.0123
Si  -0.0019  -0.0056  -0.0085
Si  -0.0017  -0.0001  -0.0052
Si  -0.0126  0.0284  0.0063
Si  -0.0046  -0.0008  -0.0063
Si  -0.0021  -0.002  -0.0105
Si  0.0003  0.0112  -0.0103
Si  0.0033  -0.0095  -0.0238
O  0.0029  -0.0063  0.0012
O  0.0013  -0.0046  0.0026
O  -0.0064  0.0001  -0.0029
O  -0.0187  0.0071  0.0027
O  0.0032  0.0033  0.0016
O  -0.007  -0.016  -0.0287
O  0.0216  0.0007  0.0196
O  -0.0049  0.0086  0.0151
O  -0.0066  0.0026  -0.0003
O  0.0023  -0.0009  -0.004
O  -0.0061  -0.0007  0.0115
O  -0.0215  0.0113  0.0047
O  0.0076  0.0072  -0.0109
O  0.0228  -0.0106  -0.0072
O  0.002  0.0007  -0.0029
O  -0.0051  -0.0033  0.0042
O  -0.0032  -0.0011  0.0068
O  0.0012  0.009  0.0067
O  0.0058  -0.0018  -0.0003
O  0.0015  -0.0003  0.0037
O  -0.0008  0.0004  0.0035
O  0.0082  -0.0067  -0.0043
O  0.0073  0.0186  -0.0159
O  0.0063  -0.0105  0.0163
O  -0.0017  0.0003  -0.0059
O  -0.004  -0.0019  -0.0045
O  0.0021  0.0029  0.0056
O  0.0001  0  0.005
O  0.0089  0.0037  0.0073
O  0.0016  -0.0054  0.0065
O  0.0022  -0.0019  0.0144
O  -0.0069  0.0083  -0.003
O  0.0119  -0.0046  0.0246
O  0.0066  -0.0007  0.0109
O  0.0024  -0.0123  0.0152
O  0.003  0.0048  0.0047
O  -0.0034  0.0029  -0.0067
O  -0.0022  -0.0004  -0.0092
O  -0.001  -0.0016  -0.0012
O  -0.0029  0.0043  -0.0001
O  -0.001  0.0002  0.01
O  0.0195  0.0104  -0.0186
O  0.0051  0.0085  0.0111
O  0.0031  -0.0016  0.0115
O  -0.012  0.0029  -0.0045
O  0.0051  -0.0048  -0.0037
O  0.0024  0.001  -0.0015
O  0.0093  -0.0077  0.0024
O  -0.0113  -0.002  0.0085
O  0.0042  0.0063  0.0065
O  -0.0032  0.0085  -0.0014
O  -0.0008  0.0059  -0.0003
O  0.0025  0.0009  -0.0008
O  0.0226  -0.0018  0.0066
O  -0.0071  0.0301  0.0032
O  -0.0015  -0.0014  0.0021
O  0.0072  -0.0057  -0.0057
O  0.0088  -0.0143  0.0047
O  -0.0227  0.0195  0.0003
O  -0.0008  0.0033  0.0024
O  -0.0092  0.006  0.001
O  0  0.0038  0.0042
O  -0.0005  -0.001  0.0016
O  0.0055  -0.0107  -0.0176
O  -0.0024  0.0047  -0.0092
O  -0.0003  0.0138  -0.0012
O  0.0007  -0.0024  0.0033
O  0.0003  -0.0027  -0.0001
O  -0.0011  -0.0022  -0.006
O  0.0031  0.0061  0.0095
O  0.0055  -0.0003  0.004
O  0.001  0.0046  -0.0098
O  0.0033  -0.0009  -0.0067
O  0.0021  -0.0044  0.0031
O  0.0111  0.011  -0.0072
O  0.0012  -0.0045  0.0025
O  0.0002  -0.004  -0.0065
O  0.0005  -0.0028  0.0023
O  0.0048  -0.0005  0.0045
O  -0.0096  -0.0092  -0.0149
O  -0.0014  0.0007  0.0014
O  -0.0029  -0.0001  0
O  -0.0037  -0.0027  0.0027
O  -0.006  0.0053  0.0188
O  0.0001  -0.0016  0.0005
O  -0.0006  -0.0067  -0.0004
O  0.0026  -0.0046  -0.0125
O  -0.0489  0.0222  -0.0321
O  -0.0326  -0.0314  -0.0149
O  -0.0167  -0.0205  -0.0162
O  -0.0006  -0.0057  -0.001
O  0.0139  0.0384  -0.0212

The program warned: the cutoff lies below the one the program advises for these potential files; the forces do not sum to zero within the program's tolerance; the exchange-correlation potential is rough where the density is thin.
